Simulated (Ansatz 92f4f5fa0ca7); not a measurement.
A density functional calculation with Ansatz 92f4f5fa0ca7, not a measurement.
Periodic cell of 276 atoms, Si163O107P6, from a study of silicon, its oxide and their interface. The atomic structure is a simulated model.

Settings
functional: PBE
potential files: Ansatz PAW
basis: plane waves
wave-function cutoff: 700 eV
density cutoff ratio: 5
exchange-correlation grid ratio: 1
k mesh: 2 x 2 x 1, shifted by 0.5 0.5 0.5 of a step
self-consistency stop: 5e-08 eV per atom in the density residual
occupations: fixed
spin: none
net charge: 0

Cell vectors (angstrom)
a	11.6015	0	0
b	0	13.3963	0
c	0	0	30.9737

Atoms: element, x, y, z (angstrom)
Si	11.7626	0.1259	24.1353
P	3.9266	0.0952	24.1318
Si	7.6368	0.1454	24.0233
Si	2.0991	3.3736	24.2663
P	5.8119	3.3998	24.1723
Si	9.6437	3.4618	24.1819
Si	11.5037	6.7222	24.3447
Si	3.8439	6.6509	24.4234
P	7.6902	6.6979	24.2407
Si	1.8956	10.0552	24.1883
Si	5.8057	10.1538	24.1381
Si	9.6917	10.0023	24.5744
Si	11.6291	2.3361	24.9714
Si	4.0034	2.2219	25.115
Si	7.6856	2.3299	24.9811
Si	1.8782	5.5745	25.1363
Si	5.8568	5.5429	25.1233
Si	9.5441	5.6591	25.1228
Si	11.6648	8.9447	25.2526
Si	3.8824	8.9698	24.9396
Si	7.6511	8.8795	25.0816
Si	2.0634	12.3569	24.9883
Si	5.7624	12.3866	24.9916
Si	9.664	12.3868	24.8308
Si	11.633	2.2479	27.3686
Si	3.9103	2.2212	27.4576
Si	7.7672	2.2296	27.3732
Si	1.9181	5.568	27.482
Si	5.8066	5.5798	27.4645
Si	9.6512	5.5692	27.4699
Si	11.6541	8.9086	27.5621
Si	3.8924	8.9584	27.3569
Si	7.714	8.9504	27.4401
Si	1.9566	12.2725	27.3738
Si	5.8254	12.2984	27.3808
Si	9.6845	12.3309	27.2876
Si	1.9477	1.1083	28.1904
Si	5.8469	1.1157	28.2158
Si	9.703	1.1275	28.1825
Si	11.5932	4.4521	28.2279
Si	3.8675	4.4548	28.2227
Si	7.7281	4.4422	28.2294
Si	1.998	7.8075	28.2371
Si	5.7949	7.8258	28.2178
Si	9.6601	7.8146	28.2211
Si	11.5993	11.1917	28.1825
Si	3.889	11.1767	28.1949
Si	7.7673	11.1983	28.1765
Si	1.9336	1.1164	30.5787
Si	5.8008	1.1164	30.5787
Si	9.6679	1.1164	30.5787
Si	0	4.4654	30.5787
Si	3.8672	4.4654	30.5787
Si	7.7343	4.4654	30.5787
Si	1.9336	7.8145	30.5787
Si	5.8008	7.8145	30.5787
Si	9.6679	7.8145	30.5787
Si	0	11.1635	30.5787
Si	3.8672	11.1635	30.5787
Si	7.7343	11.1635	30.5787
Si	0	0	0.3944
Si	3.8672	0	0.3944
Si	7.7343	0	0.3944
Si	1.9336	3.3491	0.3944
Si	5.8008	3.3491	0.3944
Si	9.6679	3.3491	0.3944
Si	0	6.6981	0.3944
Si	3.8672	6.6981	0.3944
Si	7.7343	6.6981	0.3944
Si	1.9336	10.0472	0.3944
Si	5.8008	10.0472	0.3944
Si	9.6679	10.0472	0.3944
Si	11.5899	-0.005	2.7662
Si	3.8772	0.0093	2.753
Si	7.7405	-0.0084	2.7646
Si	1.9344	3.3075	2.7935
Si	5.7851	3.3439	2.8152
Si	9.6437	3.308	2.7684
Si	11.5776	6.6684	2.7537
Si	3.8554	6.6737	2.7656
Si	7.6877	6.6816	2.7516
Si	1.9123	10.0062	2.7384
Si	5.7699	10.0048	2.7471
Si	9.6527	10.0449	2.7643
Si	11.5838	2.2143	3.5959
Si	3.8696	2.2098	3.6726
Si	7.7133	2.2056	3.6201
Si	1.9193	5.5587	3.5204
Si	5.7751	5.5886	3.6402
Si	9.6142	5.5549	3.4933
Si	11.5744	8.8964	3.5363
Si	3.8262	8.8943	3.5682
Si	7.7169	8.9139	3.5258
Si	1.9444	12.2508	3.4337
Si	5.801	12.2369	3.4777
Si	9.6629	12.2774	3.5805
Si	11.58	2.1637	5.9861
Si	3.8736	2.1474	6.1154
Si	7.6897	2.2638	6.0222
Si	1.917	5.5548	5.8741
Si	5.8404	5.617	6.0525
Si	9.4937	5.4995	5.8353
Si	11.5348	8.8329	5.9041
Si	3.7826	8.9822	5.9528
Si	7.7121	9.0236	5.8843
Si	2.02	12.1484	5.7461
Si	5.7985	12.1282	5.8043
Si	9.5748	12.2477	5.9597
Si	1.8972	0.9157	6.675
Si	5.8369	0.904	6.775
Si	9.6268	1.0945	6.8444
Si	11.5025	4.4834	6.6122
Si	3.8536	4.4716	6.7815
P	7.6918	4.45	6.8568
Si	1.8535	7.7508	6.7799
Si	5.7723	7.9941	6.7819
Si	9.5622	7.7397	6.6679
Si	11.6304	11.0957	6.5925
P	3.8805	11.1485	6.7475
P	7.6823	11.14	6.765
O	5.7083	8.4047	8.4091
O	11.3516	4.7713	8.2389
O	9.6831	1.0261	8.5168
O	3.7325	4.6997	8.4381
O	0.3373	11.1393	8.2191
O	1.7252	0.4789	8.2862
O	1.6609	7.5307	8.4308
O	6.0032	0.4183	8.37
O	9.5663	7.6158	8.3333
O	5.9037	10.3812	22.4603
O	3.6088	6.4454	22.7781
O	10.1094	9.5813	23.0362
O	11.287	6.5879	22.6937
O	9.7509	3.4456	22.506
O	2.4791	3.3998	22.6388
O	1.6719	9.8984	22.5363
O	0.5762	0.3286	22.5227
O	7.4223	0.2706	22.3576
Si	8.9742	3.639	21.076
Si	3.8275	6.2693	16.6417
Si	11.7885	13.1526	11.4573
Si	5.8542	11.3981	11.5794
Si	6.8672	5.8349	20.5065
Si	1.0059	0.4925	16.1571
Si	4.3903	4.0328	14.6362
Si	4.3926	7.0364	21.495
Si	4.5291	9.2923	16.5644
Si	10.8283	6.5739	11.5043
Si	10.3498	6.6546	14.6648
Si	1.7316	3.0354	14.9668
Si	5.2903	9.8449	21.042
Si	6.275	9.0533	9.7935
Si	8.0411	1.3353	13.8698
Si	5.4619	0.5271	9.9078
Si	3.2525	10.5733	19.0524
Si	7.8272	8.5923	19.7095
Si	0.8968	11.661	14.0669
Si	0.2034	10.5036	9.7014
Si	0.9908	5.5029	16.6982
Si	7.166	2.7118	11.1692
Si	9.8628	12.5058	20.0545
Si	6.5238	2.6656	16.2873
Si	4.3598	7.681	11.6998
Si	9.9598	1.7063	9.981
Si	9.9202	9.9246	21.4906
Si	7.6923	11.654	13.9374
Si	2.5729	13.4651	18.7153
Si	4.2419	4.993	19.4418
Si	0.3199	6.4225	21.1998
Si	0.7699	0.7705	20.9651
Si	7.4793	0.8156	20.8072
Si	10.4766	5.1996	18.9639
Si	5.2794	4.7389	11.9353
Si	10.1229	9.8453	14.9939
Si	3.6749	10.1593	13.535
Si	1.9762	3.6486	21.1049
Si	10.5977	2.4013	15.061
Si	1.7368	7.9569	10.0093
Si	2.4474	0.9203	9.6756
Si	8.9309	4.6783	16.3951
Si	1.2313	9.2725	21.0877
Si	5.5421	0.6895	18.4529
Si	9.2612	10.5736	17.7708
Si	9.3604	8.451	9.7209
Si	6.5499	11.5642	16.7032
Si	3.0672	4.0278	9.7694
Si	0.0281	4.296	9.7643
O	8.5942	9.2205	18.4154
O	2.0849	13.4794	20.2785
O	5.9817	6.6421	21.6287
O	3.209	7.5245	10.5526
O	1.6191	4.0739	16.2198
O	5.7604	8.1691	11.0457
O	2.8888	11.9413	18.2881
O	10.2771	10.1188	16.593
O	1.4818	0.6096	10.9412
O	8.6062	2.5088	10.4262
O	11.5805	6.1935	15.6297
O	7.8868	9.0964	9.7711
O	10.411	0.574	11.0848
O	0.1358	11.6973	10.7685
O	6.5299	11.8493	15.0863
O	3.5472	9.5362	17.8386
O	5.9197	2.0234	10.3642
O	1.5007	9.5767	10.0741
O	2.8318	2.4686	9.4511
O	0.2821	5.1393	18.1253
O	11.3986	10.4709	14.2155
O	11.2328	2.7233	9.8685
O	10.4264	9.6638	9.7877
O	2.2253	6.5737	16.828
O	7.2352	1.6135	15.2607
O	0.6127	7.2665	10.9745
O	9.2984	5.3991	17.8293
O	4.5907	11.1545	12.5998
O	7.4317	4.0282	16.4446
O	10.1252	11.5028	18.7967
O	10.7667	6.3655	13.1149
O	11.282	9.5684	20.7133
O	9.6672	11.5381	21.3679
O	6.3242	1.9263	17.7234
O	11.0376	0.2203	20.1999
O	3.7491	8.6707	12.8456
O	1.3397	0.5312	17.75
O	1.5894	4.6144	10.1283
O	2.0693	1.5146	15.448
O	4.0484	4.2001	11.0288
O	10.0279	8.2409	14.7719
O	4.8605	6.2633	12.3096
O	7.2477	1.9856	12.6224
O	6.4095	9.3338	19.9866
O	5.9212	10.0695	16.9225
O	4.0427	9.8991	15.1168
O	9.5623	7.4807	11.0146
O	0.9977	2.381	20.7422
O	8.7815	10.562	14.4317
O	6.7241	4.3074	11.2523
O	10.7187	6.413	20.0632
O	3.2568	3.8193	20.0598
O	4.1654	5.5223	15.2389
O	8.0441	4.9746	21.2015
O	7.1468	11.0556	12.5192
O	2.9653	3.4929	14.0307
O	0.2699	3.0307	14.2313
O	0.3677	12.8497	13.0552
O	3.9263	0.9565	18.4988
O	5.7417	10.5518	10.1761
O	4.4401	10.9123	20.1475
O	1.3859	7.6466	21.0124
O	7.5365	6.9894	19.5365
O	4.246	8.6493	21.4506
O	1.1548	12.3955	15.5119
O	8.0928	11.5389	17.1966
O	5.4025	4.0203	13.3836
O	8.0271	2.3509	20.7922
O	3.7928	6.4109	20.1245
O	9.0459	5.7775	15.1706
O	6.0514	0.6697	20.018
O	5.8412	4.7766	19.7753
O	10.0119	3.4713	16.1458
O	5.03	3.0477	15.7597
O	5.7887	12.7085	17.5843
O	2.2231	10.8964	13.5155
O	10.7026	5.1042	10.8187
O	6.0733	12.9194	11.0354
O	8.312	13.1388	13.6786
O	8.7352	8.9366	21.007
O	4.1969	5.2092	17.8353
O	2.0154	9.9729	19.8791
O	8.4701	13.3054	19.8841
O	11.0933	1.0833	15.9071
O	1.098	5.0085	21.0533
O	4.6849	7.661	16.5571
O	3.8702	0.1808	9.9271
O	10.0463	3.8708	19.8469
O	9.4978	2.0536	13.9375

Results
free energy: -169036.958 eV
free energy less fixed offsets of O -569.03, P -756.45, Si -635.61 eV per atom: -7.618 eV

Forces (eV/angstrom), in the order of the atoms: element, x, y, z
Si	0.0469	-0.0239	-0.067
P	0.0043	-0.0317	0.0104
Si	-0.0332	-0.0173	-0.0776
Si	0.0376	-0.0206	-0.0619
P	-0.0177	-0.0108	0.0052
Si	0.0027	-0.022	-0.0717
Si	-0.0007	-0.0041	-0.0592
Si	-0.0187	-0.0179	-0.0597
P	0.0203	0.0013	0.0014
Si	-0.0494	0.0188	-0.0369
Si	0.0233	0.0066	-0.0667
Si	0.0386	-0.0089	-0.0214
Si	0.0239	0.0241	0.0017
Si	0.036	-0.0132	-0.0186
Si	-0.0232	0.0157	0.0166
Si	-0.0284	0.0397	-0.0076
Si	0.0183	0.0035	-0.0232
Si	-0.0393	0.0131	-0.0068
Si	0.064	0.002	-0.036
Si	0.0198	0.0054	0.0434
Si	-0.0134	-0.0048	0.006
Si	0.0212	-0.0257	-0.0259
Si	-0.0155	0.0033	-0.0056
Si	0.0047	0.0358	0.0148
Si	-0.0035	0.0196	-0.0189
Si	-0.0344	-0.0078	0.004
Si	0.0075	0.0036	-0.01
Si	0.0023	0.0218	-0.0169
Si	-0.0135	-0.0006	0.0152
Si	0.023	0.0079	-0.0056
Si	0.0063	0.0099	0.0101
Si	0.0015	0.0263	-0.0238
Si	-0.0195	0.0065	-0.0141
Si	-0.0232	-0.0031	-0.0042
Si	0.0323	-0.0094	-0.0104
Si	-0.0036	0.0073	-0.0369
Si	0.0261	-0.0025	0.0128
Si	0.007	0.002	-0.0211
Si	-0.0397	-0.0099	0.0157
Si	-0.0258	-0.0092	0.0012
Si	0.0435	0.0094	0.0083
Si	0.0016	-0.0082	-0.0166
Si	0.0011	-0.014	-0.0078
Si	-0.009	-0.0068	-0.0021
Si	-0.0233	0.0147	-0.007
Si	0.0233	0.0057	0.0153
Si	0.0002	-0.0028	-0.0176
Si	-0.0225	0.0097	0.0181
Si	-0.0327	-0.0101	-0.1568
Si	0.0982	-0.0355	0.03
Si	0.0593	0.0121	-0.2503
Si	-0.0425	-0.0581	0.1803
Si	-0.0028	0.0058	0.127
Si	-0.0001	-0.0765	0.1688
Si	0.2339	0.005	0.1743
Si	-0.0867	0.0452	-0.0278
Si	-0.0651	0.0034	0.1113
Si	-0.0602	0.1683	-0.1808
Si	0.0541	-0.0008	-0.0816
Si	0.1046	0.1166	-0.1903
Si	-0.0712	0.0228	0.0507
Si	0.0402	0.1374	-0.1148
Si	0.0201	0.0412	0.0299
Si	0.0505	-0.1093	0.2147
Si	-0.0373	0.0085	0.3634
Si	-0.0374	-0.1142	0.0817
Si	-0.0302	-0.0341	-0.1275
Si	0.0225	-0.0009	0.1226
Si	-0.1246	-0.0052	-0.0934
Si	-0.0207	-0.1716	-0.2433
Si	-0.0915	-0.1525	-0.1549
Si	0.001	0.0142	-0.0018
Si	-0.0239	0.0136	-0.0292
Si	0.0411	0.0092	0.0061
Si	-0.0257	0.0023	0.0027
Si	0.0045	0.0017	-0.0061
Si	-0.0044	0.0009	-0.0151
Si	-0.0064	-0.0032	0.0065
Si	-0.0258	-0.0027	-0.0044
Si	0.0473	-0.0028	-0.0028
Si	-0.0111	-0.0008	0.014
Si	0.0079	0.0059	0.0065
Si	-0.0031	-0.0071	0.003
Si	-0.0055	0.0132	0.0001
Si	-0.0027	-0.0076	0.0084
Si	0.0113	-0.0121	0.0203
Si	-0.006	-0.0023	0.0231
Si	0.0009	-0.0113	0.0227
Si	-0.0153	-0.0126	0.0033
Si	0.0169	0.0005	0.0053
Si	0.0045	-0.0205	0.0103
Si	-0.003	-0.0068	0.0228
Si	0.0081	-0.0081	0.0131
Si	-0.0137	-0.0171	0.0158
Si	-0.011	0.0214	-0.014
Si	0.0091	-0.011	0.003
Si	0.004	0.0298	0.0069
Si	-0.0032	0.0147	-0.0401
Si	0.0185	0.0164	-0.0091
Si	0.012	-0.0357	0.0268
Si	0.0313	0.0082	-0.0007
Si	-0.0695	-0.0052	0.0213
Si	-0.0071	0.0152	-0.0013
Si	-0.0323	0.0059	-0.0223
Si	0.0185	-0.022	-0.0204
Si	0.0514	-0.0175	0.0315
Si	0.006	-0.0237	0.0185
Si	-0.0198	-0.0391	0.008
Si	-0.0043	0.0013	0.0568
Si	0.0359	-0.0061	0.0525
Si	-0.0407	0.0135	0.0461
Si	0.0095	0.0047	0.0656
Si	-0.0494	0.0071	0.0696
P	0.0336	0.013	-0.0024
Si	0.0021	0.0027	0.0617
Si	0.0349	-0.0068	0.0432
Si	-0.0295	0.0019	0.064
Si	0.0313	0.0067	0.0812
P	-0.0427	-0.0013	0.0046
P	-0.0002	0.0221	0.0424
O	0.0197	-0.012	-0.0011
O	0.0309	-0.0264	0.0103
O	0.007	0.0018	-0.0146
O	-0.0033	-0.0265	0
O	-0.0412	-0.0286	0.0119
O	0.0253	0.002	-0.0029
O	0.013	0.005	-0.0143
O	-0.0343	0.0096	-0.0268
O	0.0031	0.0127	-0.0083
O	-0.0193	-0.0077	0.0218
O	0.0432	0.031	-0.0056
O	-0.0542	0.0296	-0.0205
O	0.0466	0.0155	-0.0092
O	-0.0245	0.015	0.0051
O	-0.0567	0.0256	-0.0138
O	-0.0045	0.0044	0.0184
O	-0.0294	0.0227	-0.0235
O	0.0267	0.0184	-0.007
Si	-0.0012	0.0054	-0.0051
Si	0.0036	0.0025	-0.0018
Si	0.0002	0.0017	0.0078
Si	0.0017	-0.0007	-0.0022
Si	-0.0028	0.0078	0.0036
Si	-0.0002	-0.0018	0.0023
Si	0.0023	0.0016	-0.001
Si	0.009	0.0023	0.001
Si	0.0014	-0.0023	0.0002
Si	-0.0046	-0.0016	0.0067
Si	-0.0025	0.0012	-0.0022
Si	0.0042	0.0015	-0.0042
Si	-0.0066	-0.0051	-0.0116
Si	0.0022	0.0058	-0.0003
Si	0.0004	-0.0013	-0.0017
Si	-0.0027	0.0027	0.0152
Si	0.0011	0.0028	-0.0052
Si	0.0053	-0.0044	-0.0005
Si	0.0007	0.0015	0.0013
Si	-0.0041	-0.0014	0.0029
Si	0.0024	0.0037	0.0033
Si	-0.0025	0.0068	0.0015
Si	0.004	-0.0035	0.0016
Si	0.0001	0.0021	0.0042
Si	0.0033	-0.0017	0.0063
Si	0.0018	0.0061	0.013
Si	-0.0069	0.0024	0.0125
Si	0	0.0007	-0.0017
Si	0.0005	0.0033	-0.0022
Si	0.0029	-0.0021	-0.0013
Si	-0.0027	0.0022	-0.0015
Si	-0.0055	0.0023	0.0034
Si	-0.002	0.0058	-0.0093
Si	-0.0027	0.0006	0.0003
Si	0.0037	0.0008	0.005
Si	0.0012	-0.0027	0.0028
Si	-0.0009	0.0016	0.0024
Si	-0.0011	-0.0015	-0.0021
Si	-0.0001	-0.0005	-0.001
Si	0.0034	0.0013	0.009
Si	0.0001	0.0043	0.0014
Si	-0.0042	0.0057	0.0011
Si	-0.0067	-0.0051	-0.0163
Si	-0.0031	0.0035	-0.0008
Si	0.0048	-0.0007	0
Si	-0.0051	0.0101	0.0054
Si	-0.0004	0.0017	-0.0011
Si	-0.0005	-0.0038	0.0045
Si	0.0007	-0.0021	0.0017
O	-0.0068	0.0197	0.0073
O	-0.0156	0.0085	-0.0179
O	-0.0215	-0.0041	-0.0484
O	-0.006	0.0157	0.0097
O	-0.0018	0.0034	-0.0225
O	-0.0117	0.0083	-0.015
O	0.003	0.0116	0.0251
O	-0.0255	0.0037	-0.014
O	-0.0135	-0.0173	-0.0161
O	0.0046	-0.0169	0
O	-0.0124	-0.0055	0.0027
O	-0.0028	-0.0136	-0.0084
O	0.0225	0.0057	-0.0212
O	0.003	0.0113	-0.0096
O	0.0224	-0.0128	0.0077
O	0.0084	0.0077	-0.0017
O	0.0172	-0.0096	0.0056
O	-0.0219	-0.0167	-0.0126
O	-0.0002	0.0075	0.0151
O	-0.0138	0.0133	-0.0173
O	-0.0093	0.0134	0.016
O	-0.0218	0.0098	-0.0022
O	0.0161	-0.0154	-0.0028
O	0.011	-0.0265	-0.0066
O	0.0025	0.0182	-0.0073
O	-0.0109	0.0108	-0.0114
O	0.0146	-0.0228	-0.0161
O	0.0075	-0.0121	-0.011
O	0.0131	-0.0206	-0.01
O	-0.0197	0.0094	0.0059
O	-0.0052	0.0099	-0.003
O	-0.0021	-0.0046	0.0208
O	0.0092	-0.0072	-0.0241
O	-0.0096	-0.0148	-0.012
O	0.0057	-0.0097	0.0056
O	0.011	0.0073	-0.0144
O	0.0116	-0.0064	-0.0071
O	-0.0022	-0.01	-0.0152
O	-0.0359	0.0071	0.0036
O	0.0021	0.0013	-0.0101
O	0.0087	-0.0016	0.0029
O	-0.018	0.0066	-0.0035
O	0.0135	-0.0041	-0.0072
O	0.0043	-0.0097	0.0131
O	-0.0063	0.0168	-0.0028
O	0.0042	-0.0068	0.0032
O	0.0274	-0.0004	-0.0158
O	0.0114	0.0029	0.009
O	0.0113	0.0062	0.0066
O	-0.0062	-0.0224	-0.0066
O	0.0184	-0.0201	0.0108
O	-0.0091	0.0235	0.0134
O	-0.0061	-0.0245	0.0067
O	0.0016	-0.0106	-0.0193
O	-0.0074	0.0203	0.0097
O	-0.0006	0.0066	0.0286
O	0.0088	-0.0133	0.0359
O	0.0073	-0.0162	-0.0052
O	0.0043	-0.0223	0
O	0.0073	-0.0056	0.0131
O	-0.0145	-0.0139	0.0031
O	-0.0214	0.0094	0.0105
O	-0.0064	0.0144	0.0252
O	0.0268	-0.005	-0.0088
O	-0.0087	0.0181	-0.0172
O	-0.0074	-0.0166	0.0017
O	-0.0211	0.0071	0.0108
O	0.011	-0.0077	0.0107
O	0.0236	-0.0225	0.0158
O	0.0261	-0.0084	0.0203
O	0.0074	0.0107	-0.0035
O	-0.0111	0.024	0.0151
O	-0.0071	0.0127	-0.0183
O	0.0127	0.0186	-0.0087
O	0.0074	0.007	-0.0034
O	-0.0041	0.0074	0.0113
O	0.0197	0.0154	-0.0107
O	-0.0016	0.0033	-0.002
O	-0.0176	0.0006	0.0097
O	0.002	0.0041	-0.0303
O	-0.0066	0.0111	-0.0005
O	0.0139	0.0038	0.0109
O	0.0099	0.007	0.019
O	0.0272	0.0209	-0.0172
O	0.0025	0.0034	0.0033
O	-0.0117	0.0061	-0.0023
O	-0.0011	0.0082	-0.0117
O	-0.0153	0.0215	0.0133
O	-0.0094	-0.0026	0.0247

The program warned: the cutoff lies below the one the program advises for these potential files; the exchange-correlation potential is rough where the density is thin.
